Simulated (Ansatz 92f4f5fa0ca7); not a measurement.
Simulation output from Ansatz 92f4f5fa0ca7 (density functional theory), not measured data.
Periodic cell of 252 atoms, Si132O88H32, with a vacuum gap, from a study of silicon, its oxide and their interface. The atomic structure is a simulated model.

Settings: functional r2SCAN; potential files Ansatz PAW; basis plane waves; wave-function cutoff 800 eV; density cutoff ratio 5; exchange-correlation grid ratio 1; k mesh 1 x 1 x 1, shifted by 0.5 0.5 0 of a step; self-consistency stop 1e-11 eV per atom in the density residual; occupations fixed; spin none; net charge 0; applied field sawtooth along c, amplitude +0.015 V/angstrom in the program's sign convention, ramp centred at 0.9887 of c and 0.0226 of c wide, no dipole correction.

Cell vectors (angstrom)
a, 10.888, 0, 0
b, 0, 10.888, 0
c, 0, 0, 44.281

Atoms and the computed forces on them: element, x, y, z (angstrom), force x, y, z (eV/angstrom)
Si, 1.6146, 1.596, 32.0615, -0.0092, -0.0058, -0.0082
Si, 4.5023, -4.8172, 28.7049, 0.006, -0.0043, 0.0183
Si, 0.6878, 5.4216, 30.1851, -0.0057, -0.0022, 0.0155
Si, 2.8062, 7.9875, 30.5405, 0.0019, -0.0007, 0.0182
Si, 5.8435, -0.34, 30.6336, -0.0029, 0.0118, 0.009
Si, 7.4269, 3.6673, 29.0104, 0.0055, 0.0006, 0.0182
Si, 6.0405, 5.1988, 30.2004, -0.0084, 0.0029, 0.002
Si, 7.5521, 8.7328, 30.6314, 0.0102, -0.0099, 0.0082
Si, -0.6991, 0.412, 30.5066, 0.0022, -0.0051, 0.0039
Si, 3.9465, 3.7248, 32.1132, 0.0104, 0.0074, 0.0025
Si, 1.4159, 6.7693, 31.9505, 0.0137, 0.0098, -0.0039
Si, 4.0924, 9.5082, 31.8032, -0.0076, -0.0155, -0.0197
Si, 6.8566, 1.2839, 31.973, 0.0101, 0.0007, -0.0251
Si, 9.484, 3.9365, 31.8879, -0.0134, -0.0138, -0.0121
Si, 6.804, 6.8018, 31.8139, -0.0086, -0.0017, -0.0144
Si, 9.3952, 9.5836, 31.9231, 0.0024, 0.0086, -0.007
Si, 0.0439, 2.7857, 33.34, 0.0134, 0.0097, 0.0092
Si, 2.7544, -0.0597, 33.2545, 0.0224, 0.0135, 0.0129
Si, -0.0584, 8.1404, 33.1798, -0.0041, -0.0175, 0.0018
Si, 2.7516, 5.3944, 33.3051, -0.0207, -0.0215, -0.003
Si, 5.5023, 2.5971, 33.3943, -0.0143, -0.0136, 0.007
Si, 8.1406, -0.0368, 33.4149, -0.0086, -0.0056, 0.007
Si, 5.3789, 8.0868, 33.2218, 0.0159, 0.0162, -0.0014
Si, 8.1806, 5.4322, 33.1918, 0.0088, 0.0025, 0.0045
Si, 1.3931, 4.0962, 34.7219, -0.0076, 0.0178, 0.019
Si, 4.1118, 1.2443, 34.7058, 0.0125, -0.003, 0.0227
Si, 1.3429, 9.4814, 34.562, -0.0035, -0.0026, 0.0283
Si, 4.0825, 6.7613, 34.6441, 0.0074, 0.0068, 0.0249
Si, 6.8403, 4.0801, 34.6164, 0.0047, -0.0017, 0.0245
Si, 9.5624, 1.366, 34.6437, -0.017, -0.013, 0.016
Si, 6.748, 9.4425, 34.6564, -0.0098, -0.0033, 0.0163
Si, 9.5281, 6.7759, 34.5984, -0.0094, -0.011, 0.0258
Si, 0.0386, -0.0075, 35.9561, 0.0139, -0.0159, 0.1876
Si, 2.7664, 2.6873, 36.0179, -0.0078, 0.0067, 0.1673
Si, 0.0031, 5.4604, 36.0214, -0.0045, -0.0129, 0.154
Si, 2.7072, 8.1417, 35.9571, -0.0086, 0.0129, 0.1964
Si, 5.4395, -0.0924, 36.0771, 0.0135, -0.0101, 0.1608
Si, 8.1896, 2.7118, 35.9779, -0.0247, 0.0276, 0.1954
Si, 5.4752, 5.4311, 35.9808, 0.0388, -0.0237, 0.1979
Si, 8.1733, 8.1294, 35.9879, 0.0317, 0.0017, 0.1459
Si, 1.3863, 1.3292, 37.3522, 0.0865, 0.0147, 0.2988
Si, 4.1223, 4.0854, 37.3494, 0.0027, -0.1534, 0.3105
Si, 1.3634, 6.8345, 37.3592, -0.1385, -0.1194, 0.3461
Si, 4.0541, 9.4437, 37.3953, 0.116, 0.1981, 0.3153
Si, 6.8298, 1.3455, 37.3438, -0.0592, -0.0822, 0.2716
Si, 9.5248, 4.065, 37.3419, 0.1008, 0.0953, 0.3949
Si, 6.8191, 6.7757, 37.3576, 0.1237, 0.019, 0.3121
Si, 9.5368, 9.5609, 37.3086, -0.0244, -0.2674, 0.2146
Si, 0.0232, 2.7257, 6.9034, 0.0033, 0.1361, -0.3225
Si, 2.709, -0.0509, 6.9518, 0.0785, 0.0726, -0.3159
Si, -0.0052, 8.2207, 6.9046, -0.1425, -0.0617, -0.3795
Si, 2.7615, 5.4794, 6.9165, -0.0611, -0.0127, -0.2661
Si, 5.4864, 2.7274, 6.9198, -0.0887, -0.0509, -0.3418
Si, 8.2104, 0.0285, 6.944, -0.0962, 0.0054, -0.1206
Si, 5.4752, 8.1284, 6.9726, 0.1326, 0.1113, -0.1598
Si, 8.1463, 5.3876, 6.9272, 0.043, 0.0875, -0.3509
Si, 1.3736, 4.1237, 8.2233, -0.0096, 0.023, -0.1736
Si, 4.1176, 1.3392, 8.2024, 0.0064, -0.0297, -0.1576
Si, 1.3161, 9.533, 8.3582, 0.0319, -0.0187, -0.1829
Si, 4.1246, 6.7765, 8.3559, -0.0262, 0.0271, -0.182
Si, 6.806, 4.0631, 8.3609, -0.0322, 0.0207, -0.2042
Si, 9.5459, 1.4362, 8.3178, -0.019, -0.0176, -0.2068
Si, 6.8667, 9.5196, 8.2889, -0.0125, -0.0116, -0.1455
Si, 9.5048, 6.8204, 8.163, 0.0113, 0.0159, -0.1741
Si, -0.0788, 0.031, 9.7087, 0.011, 0.0028, -0.0295
Si, 2.7209, 2.6899, 9.483, 0.0166, 0.0089, -0.004
Si, 0.0392, 5.5962, 9.5068, -0.0023, -0.0142, -0.024
Si, 2.7648, 8.1889, 9.6677, -0.0152, -0.018, -0.0555
Si, 5.5033, 0.0411, 9.5804, -0.0277, -0.0081, 0.0031
Si, 8.3494, 2.9282, 9.7365, 0.0086, -0.0228, 0.0133
Si, 5.4129, 5.3572, 9.7722, 0.0197, 0.0221, -0.049
Si, 8.1656, 8.0501, 9.6122, 0.0199, 0.0291, -0.0054
Si, 1.3548, 1.4599, 10.9274, 0.0376, 0.0138, -0.0065
Si, 2.2163, 4.9029, 12.1338, 0.0014, -0.0022, -0.0023
Si, 1.4057, 6.7943, 10.9628, -0.0412, -0.0336, -0.0199
Si, 4.1189, 9.6545, 10.902, 0.0429, 0.0471, -0.0006
Si, 6.5265, 1.082, 11.474, -0.0191, -0.014, -0.013
Si, 8.2544, 5.701, 12.5707, -0.0038, -0.0049, 0.0151
Si, 5.6695, 8.5039, 12.2503, 0.0012, -0.0063, 0.0035
Si, 9.4542, 9.4418, 10.9837, -0.01, -0.0248, -0.0089
Si, -0.5611, 2.9405, 14.2307, -0.0021, -0.0116, 0.0006
Si, 3.1173, 0.5263, 12.1542, -0.0082, -0.0142, 0.0108
Si, -1.2762, 7.2463, 13.7983, -0.0019, -0.0028, 0.0023
Si, 4.0169, 3.8866, 11.0155, -0.0398, -0.0297, 0.0009
Si, 4.7667, 2.221, 12.6057, 0.0051, 0.0071, 0.0015
Si, 10.8712, 0.7966, 15.1606, -0.0066, 0.0012, 0.0126
Si, 4.531, 8.1072, 14.3255, 0.0001, -0.0034, 0.0019
Si, 9.6202, 4.4237, 11.0102, 0.0108, -0.0022, 0.0102
Si, 0.4359, 3.2702, 12.1222, -0.0107, 0.0037, 0.0093
Si, 2.2936, -0.7117, 13.8803, 0.0035, 0.008, -0.0002
Si, 6.5747, 8.9612, 16.4038, 0.0046, -0.0031, 0.0117
Si, 8.6705, 9.5055, 14.3027, -0.0071, 0.0062, 0.0028
Si, 7.5511, 4.2518, 14.4194, -0.0008, -0.0028, 0.0014
Si, 7.5466, -0.8673, 12.3365, 0.0066, 0.0066, 0.0102
Si, 6.7593, 6.7806, 11.085, 0.0204, 0.0207, 0.0043
Si, 11.057, 8.2475, 12.3062, -0.0069, 0.0149, 0.0074
Si, 27.3819, -41.0699, 22.6801, 0.0016, 0.0022, 0.0016
Si, 8.7853, 15.5578, 17.3193, -0.0094, -0.0016, 0.0027
Si, 3.3182, 4.4614, 21.4487, 0.0023, 0.0005, 0.0135
Si, 13.5793, -7.293, 28.6139, 0.0068, 0.0056, 0.0114
Si, 13.2382, -4.8929, 25.6154, -0.0008, -0.0006, 0.0116
Si, 4.7416, 10.8521, 18.1185, -0.0021, 0.0001, 0.0073
Si, -27.6202, 8.2469, 26.3787, 0.0011, -0.0037, 0.0176
Si, 5.4047, 5.8877, 24.8894, 0.0002, 0.0003, 0.013
Si, 15.9262, 12.5593, 28.3342, 0.0066, 0.0029, 0.0193
Si, 16.4397, -5.5766, 19.727, -0.0023, -0.0024, 0.0066
Si, 11.0683, 4.8769, 15.4251, -0.001, 0.0051, 0.0127
Si, 2.2689, -0.3036, 19.3908, -0.0016, -0.0061, 0.018
Si, 3.0933, -0.9233, 24.6653, 0.0005, -0.0011, 0.0152
Si, 7.964, 16.2838, 26.4362, -0.0035, -0.004, 0.0186
Si, 8.74, 2.5645, 22.1898, 0.0011, -0.0007, 0.0116
Si, 8.4148, -30.3723, 19.3805, -0.0011, 0.0014, 0.0148
Si, 1.3488, -26.2624, 22.9992, -0.0034, 0, 0.0161
Si, 4.423, -31.0004, 25.2609, -0.0006, -0.0012, 0.0122
Si, -4.673, 11.3189, 20.632, 0.0006, 0.0005, 0.0112
Si, 21.0801, -11.8333, 27.6148, -0.0009, -0.0013, 0.0193
Si, 48.19, -7.8039, 17.7204, 0.0006, 0.0045, 0.0179
Si, 12.5921, 3.0882, 25.8626, -0.0003, 0.0005, -0.0003
Si, 10.7983, -20.7684, 18.3303, -0.0031, -0.0028, -0.0143
Si, -14.2157, 18.0579, 18.7146, 0.0013, 0.0061, 0.0083
Si, -30.5052, 13.5183, 19.3648, -0.0011, 0.0054, 0.0083
Si, 12.6475, -1.6886, 21.9939, 0.0007, -0.0021, 0.014
Si, 18.5741, 8.43, 27.4811, 0.0007, 0.0039, 0.0249
Si, 9.9403, -11.2447, 22.71, 0.0016, 0.001, 0.017
Si, -4.0249, 6.034, 22.3124, -0.0001, -0.0017, 0.0158
Si, 7.8535, 19.605, 21.3826, 0.0026, 0.0008, 0.0075
Si, 1.1882, 18.466, 28.103, 0.002, 0.005, 0.0096
Si, 20.3645, 4.9607, 23.7491, 0.0015, 0.0017, 0.015
Si, 13.9506, -5.6512, 14.2823, -0.0008, 0.0039, 0.0094
Si, 0.3431, -21.2595, 25.3109, -0.0012, 0.001, 0.0187
Si, 26.8305, -18.0295, 14.5609, 0.0042, -0.0023, 0.0104
Si, 19.4212, 2.2396, 30.6039, -0.0107, -0.0047, -0.0042
O, -2.7289, 4.4487, 27.751, 0.0015, 0.0045, -0.0126
O, -8.0489, 2.6031, 31.6291, -0.0088, -0.0004, 0.0061
O, 1.8643, -3.9168, 24.4264, -0.0025, 0.001, -0.0093
O, 5.3927, 0.3288, 29.1791, -0.0044, -0.0007, -0.0031
O, 9.1212, -23.4888, 22.3115, -0.0052, -0.0027, -0.0032
O, 19.6287, -1.3309, 27.046, -0.001, -0.0023, -0.0047
O, 22.3933, 2.1111, 25.1649, 0, -0.0018, -0.0035
O, -3.1941, 2.1305, 11.0189, 0.0181, 0.0082, -0.0174
O, 1.2069, -14.1038, 22.0068, -0.0019, 0.0019, -0.0073
O, 43.2822, -9.972, 16.7444, 0.0048, -0.0015, -0.0158
O, 20.7904, -32.9994, 14.5196, 0.0032, -0.004, -0.0041
O, 15.593, -3.7162, 27.5438, 0.0002, 0.0074, -0.0129
O, 12.5647, 13.9252, 27.4772, -0.0029, -0.0035, -0.0213
O, 14.5881, 6.7597, 29.9418, 0.0035, -0.0043, -0.0087
O, 11.6171, 10.6181, 18.8911, -0.0029, 0.0072, -0.0019
O, 10.4648, -4.5899, 14.8701, -0.0005, -0.0017, -0.0067
O, 14.6245, -1.8548, 25.8448, -0.0061, 0.0032, -0.0055
O, 33.9354, -1.7626, 13.1758, 0.0059, -0.0016, -0.0041
O, 18.0581, 13.7434, 22.4811, 0.0001, -0.0019, -0.0037
O, 3.5074, 9.3555, 14.6168, 0.0025, -0.0034, -0.0046
O, 21.5927, 11.221, 26.8092, 0.0019, 0.0021, -0.0104
O, -16.8882, 1.3061, 26.7622, -0.0025, -0.001, -0.0116
O, 3.64, -6.0718, 28.0941, -0.0052, -0.004, 0.0032
O, 16.9134, 6.6544, 18.956, 0.0017, 0.0031, -0.0061
O, 14.5092, -4.1216, 14.4055, 0.0006, 0.0004, -0.0007
O, 24.9217, 2.6322, 25.3254, 0.0002, -0.0022, -0.0028
O, 17.5306, 5.2014, 20.9334, -0.0031, 0.0006, -0.0073
O, 34.8635, 3.6249, 20.6255, -0.0034, -0.0021, -0.0078
O, 5.4188, 11.9731, 21.8758, 0.0024, -0.0034, -0.0118
O, 9.1908, 33.6586, 22.1991, -0.0024, 0.0011, 0.0001
O, -9.4255, 4.6409, 25.4886, 0, 0.0002, -0.0104
O, -8.2137, 12.0766, 19.913, -0.0018, 0.001, -0.0044
O, 10.3709, -6.1979, 16.9087, 0.0034, 0, -0.0089
O, 11.2912, -26.2623, 28.9083, 0.0029, -0.0012, 0.0003
O, 4.8792, 3.4592, 16.1771, 0.0002, 0.0012, -0.0077
O, 16.4227, 4.0374, 18.7062, 0.0001, -0.0015, -0.0056
O, 16.5519, -16.1652, 23.3199, 0.0016, -0.0006, -0.0062
O, 23.799, 8.4908, 29.1755, -0.0062, -0.0022, -0.0095
O, 26.7647, 12.409, 17.809, 0.0005, -0.0004, -0.0074
O, 8.6334, 13.8902, 14.2011, 0.0016, 0.0019, -0.0021
O, 2.4566, -34.0557, 20.5624, 0.0015, 0.0023, -0.0077
O, 14.7813, -16.2201, 25.3499, -0.0002, 0.0006, 0.0014
O, 7.6452, 9.7734, 15.5287, 0.0023, -0.0055, -0.0055
O, 2.8435, -1.5603, 23.1993, -0.0032, -0.0024, -0.0088
O, 11.4454, 10.294, 22.133, -0.0002, -0.0014, -0.0066
O, 12.723, -27.6805, 15.394, -0.0007, -0.0015, -0.0053
O, -8.8198, 6.8148, 26.9803, 0.0021, -0.0044, -0.0104
O, 11.7114, -20.7679, 30.7309, 0.0031, -0.004, -0.0011
O, 18.3537, 19.0501, 17.4633, -0.0085, 0.0078, -0.0082
O, 25.4502, 13.224, 28.9292, -0.0005, -0.0012, -0.0064
O, 10.815, 5.6988, 23.2529, -0.0005, 0.0022, -0.0028
O, 9.0199, -7.8153, 20.6699, -0.002, -0.0008, -0.011
O, 6.4954, -5.8028, 25.7897, -0.0043, 0.0031, -0.0065
O, 4.4333, -18.3066, 22.1079, -0.0019, 0.0015, -0.0012
O, 8.3789, 3.3026, 18.1103, 0.0011, 0.0049, -0.0052
O, 8.2796, 16.5424, 22.9357, -0.0032, 0.0023, -0.0058
O, 21.0167, -0.0962, 24.3011, -0.0003, -0.0012, -0.0098
O, -5.4006, -19.3801, 24.2956, -0.0023, -0.0011, -0.0161
O, 8.2166, -2.9169, 19.9723, -0.0017, -0.0046, -0.0094
O, 29.6605, 4.8013, 15.9515, 0.0011, 0, -0.007
O, -6.7706, -21.4808, 24.4743, -0.0011, 0.0001, -0.0015
O, 16.5455, -2.9083, 15.4974, -0.002, 0.0024, -0.0031
O, 5.6353, -3.4145, 25.0896, -0.0003, -0.0024, -0.0079
O, 11.5717, 2.3818, 18.7491, -0.0018, -0.002, -0.0046
O, 9.1384, -5.7948, 25.3414, 0.0008, 0.0012, -0.0107
O, 21.0529, 4.7595, 30.6161, 0.009, 0.0075, -0.0042
O, -3.7483, -33.4264, 21.1477, -0.0001, 0.0026, -0.0034
O, 6.2486, -19.0433, 28.3812, -0.0065, -0.0052, -0.0031
O, 18.8831, 6.9727, 26.8376, 0.001, -0.0026, -0.0044
O, 23.5163, 26.0058, 29.775, 0.0024, -0.0018, 0.0017
O, 13.3596, -16.4303, 22.4938, 0.0027, -0.0042, -0.0063
O, 5.2027, 10.5832, 19.6321, -0.0012, -0.0006, -0.0101
O, -1.3133, -7.4824, 23.2863, -0.0036, -0.0012, -0.0063
O, 7.0121, 1.6076, 19.8318, -0.0016, 0.0025, -0.0047
O, -6.7957, 16.3385, 20.4095, 0.0014, 0.0012, -0.0057
O, -2.3941, 5.9151, 18.3089, -0.0015, 0, -0.0064
O, -4.6191, -1.8049, 27.0096, -0.0009, -0.0017, -0.0033
O, 14.0945, 10.3273, 18.0872, 0.002, -0.0005, -0.0056
O, 4.8212, 4.231, 30.8276, 0.0011, 0.0062, -0.0034
O, 31.1148, 1.0228, 18.9927, 0.0044, 0.0024, 0.0001
O, 1.698, 10.5455, 25.2026, 0.0012, -0.0014, -0.0057
O, -10.6964, -2.2768, 27.3899, 0.0003, -0.0003, -0.0061
O, -9.3824, -10.6504, 14.9519, 0.0015, -0.0011, 0.0007
O, -16.1722, 31.804, 17.0738, 0.0011, 0.0012, -0.0088
O, 3.0912, -18.5427, 18.1804, 0.0024, 0.0003, -0.0068
O, -0.7187, -11.3497, 29.1401, 0.0017, 0.0002, -0.0093
O, -3.0929, 19.1222, 29.0814, 0.0014, -0.001, 0.0091
O, 6.8794, -14.1272, 22.1235, 0.0006, 0.002, -0.0008
H, 2.1905, 0.4902, 38.2846, -0.2917, 0.3145, -0.2784
H, 0.5745, 2.1609, 38.2846, 0.2118, -0.3073, -0.2853
H, 3.3105, 4.9171, 38.2818, 0.229, -0.2595, -0.2985
H, 4.946, 3.2655, 38.2818, -0.2849, 0.3395, -0.2363
H, 2.198, 6.0256, 38.2917, -0.2614, 0.2398, -0.2695
H, 0.5469, 7.6615, 38.2917, 0.3366, -0.268, -0.2395
H, 3.2469, 10.2799, 38.3277, 0.232, -0.3606, -0.2561
H, 4.907, 8.6542, 38.3277, -0.4453, 0.1496, -0.2594
H, 7.6707, 0.5433, 38.2762, -0.337, 0.3805, -0.2239
H, 6.0197, 2.1789, 38.2762, 0.2647, -0.3038, -0.2899
H, 10.3607, 3.2575, 38.2743, -0.2666, 0.2614, -0.269
H, 8.6862, 4.8697, 38.2743, 0.3277, -0.3222, -0.2465
H, 6, 7.6002, 38.2901, 0.3067, -0.2825, -0.2975
H, 7.6223, 5.9357, 38.2901, -0.3188, 0.3187, -0.252
H, 10.3604, 8.7409, 38.2411, -0.3047, 0.2881, -0.2597
H, 8.724, 10.3916, 38.2411, 0.3283, -0.3447, -0.3046
H, 0.835, 1.8941, 5.971, -0.2795, 0.2649, 0.2746
H, -0.8127, 3.5332, 5.971, 0.3088, -0.3322, 0.2169
H, 1.9048, 0.7882, 6.0194, 0.2451, -0.3279, 0.2562
H, 3.5161, -0.8871, 6.0194, -0.3982, 0.1627, 0.2466
H, -0.8287, 9.0407, 5.9722, 0.4847, -0.2632, 0.2003
H, 0.8114, 7.3936, 5.9722, -0.1774, 0.2876, 0.284
H, 1.927, 6.2883, 5.984, 0.3607, -0.1368, 0.2722
H, 3.5734, 4.6478, 5.984, -0.2291, 0.3215, 0.2609
H, 6.2965, 1.8941, 5.9874, -0.2312, 0.4172, 0.2421
H, 4.6628, 3.5474, 5.9874, 0.3439, -0.1951, 0.2621
H, 9.0232, -0.8022, 6.0116, -0.226, 0.4649, 0.2746
H, 7.3695, 0.8307, 6.0116, 0.2936, -0.3239, 0.2795
H, 6.2943, 7.3039, 6.0401, -0.2933, 0.3287, 0.2531
H, 4.6222, 8.9178, 6.0401, 0.2452, -0.292, 0.2784
H, 7.3432, 6.2276, 5.9948, 0.1995, -0.426, 0.2047
H, 8.9849, 4.583, 5.9948, -0.4231, 0.1824, 0.2662

Results
free energy: -135121.398 eV
free energy less fixed offsets of H -15.71, O -570.45, Si -639.56 eV per atom: 2.842 eV

The program warned: the cutoff lies below the one the program advises for these potential files; the forces do not sum to zero within the program's tolerance; empty levels may hold ghost states of the PAW files; the exchange-correlation potential is rough where the density is thin.
